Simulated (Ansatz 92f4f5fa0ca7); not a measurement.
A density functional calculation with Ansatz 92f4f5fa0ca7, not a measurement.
Periodic cell of 360 atoms, Si240O120, from a study of silicon, its oxide and their interface. The atomic structure is a simulated model.
Doubt: the cutoff is far below the 930 eV that the study's wrapper takes by default for these files, so forces and energies are approximate.

Settings: functional PBE; potential files Ansatz PAW; basis plane waves; wave-function cutoff 580 eV; density cutoff ratio 5; exchange-correlation grid ratio 1; k mesh 1 x 1 x 1, Gamma-centred; self-consistency stop 5e-08 eV per atom in the density residual; occupations fixed; spin none; net charge 0.

Cell vectors (angstrom)
a  11.6015  0  0
b  0  13.3963  0
c  0  0  41.2389

Atoms and the computed forces on them: element, x, y, z (angstrom), force x, y, z (eV/angstrom)
Si  0  2.2327  1.1851  0.0079  -0.0034  0.0022
Si  3.8672  2.2327  1.1851  -0.0276  0.0366  0.0068
Si  7.7343  2.2327  1.1851  -0.0166  0.0647  -0.0747
Si  1.9336  5.5818  1.1851  0.042  0.0038  0.0129
Si  5.8008  5.5818  1.1851  0.0029  0.0228  0.0355
Si  9.6679  5.5818  1.1851  -0.0328  0.0165  0.0002
Si  0  8.9308  1.1851  -0.0205  -0.0557  -0.0519
Si  3.8672  8.9308  1.1851  0.0125  -0.0176  -0.0423
Si  7.7343  8.9308  1.1851  0.0352  -0.0303  0.0066
Si  1.9336  12.2799  1.1851  0.001  0.0006  0.0258
Si  5.8008  12.2799  1.1851  -0.0165  -0.0767  0.1222
Si  9.6679  12.2799  1.1851  -0.0161  0.015  0.0207
Si  1.9336  1.1164  1.9745  -0.0154  0.0022  -0.0127
Si  5.8008  1.1164  1.9745  0.1063  0.2265  -0.0387
Si  9.6679  1.1164  1.9745  0.0686  -0.0366  -0.0264
Si  0  4.4654  1.9745  -0.0485  -0.1028  -0.0605
Si  3.8672  4.4654  1.9745  -0.1664  -0.0414  0.01
Si  7.7343  4.4654  1.9745  0.1309  -0.2119  -0.0115
Si  1.9336  7.8145  1.9745  -0.0293  0.0861  -0.0099
Si  5.8008  7.8145  1.9745  -0.0877  -0.0097  -0.0132
Si  9.6679  7.8145  1.9745  0.0977  0.0858  0.0108
Si  0  11.1635  1.9745  0.0378  -0.0166  -0.0314
Si  3.8672  11.1635  1.9745  -0.0818  -0.0487  -0.007
Si  7.7343  11.1635  1.9745  0.0614  0.003  0
Si  1.9336  1.1164  4.3426  -0.0726  -0.0038  0.229
Si  5.8008  1.1164  4.3426  0.3117  0.5706  0.5464
Si  9.6679  1.1164  4.3426  0.172  -0.0999  0.2862
Si  0  4.4654  4.3426  -0.1601  -0.3985  0.4157
Si  3.8672  4.4654  4.3426  -0.5099  0.1751  -0.4125
Si  7.7343  4.4654  4.3426  0.3979  -0.3322  -0.8664
Si  1.9336  7.8145  4.3426  -0.1322  0.2606  -0.263
Si  5.8008  7.8145  4.3426  -0.2459  -0.1016  -0.3608
Si  9.6679  7.8145  4.3426  0.3779  0.2414  -0.5562
Si  0  11.1635  4.3426  0.1162  -0.0384  0.4754
Si  3.8672  11.1635  4.3426  -0.19  -0.1233  0.0035
Si  7.7343  11.1635  4.3426  0.1386  -0.0074  0.028
Si  0  0  36.8984  -0.2537  -0.3483  -0.1752
Si  3.8672  0  36.8984  0.0122  -0.0032  0.1754
Si  7.7343  0  36.8984  -0.2873  -0.3025  0.2749
Si  1.9336  3.3491  36.8984  0.18  0.2816  0.0027
Si  5.8008  3.3491  36.8984  -0.1835  0.0047  0.2586
Si  9.6679  3.3491  36.8984  0.0209  0.0575  0.1524
Si  0  6.6981  36.8984  0.2417  0.147  -0.1461
Si  3.8672  6.6981  36.8984  -0.0889  0.0907  -0.1929
Si  7.7343  6.6981  36.8984  -0.2583  0.0054  -0.0289
Si  1.9336  10.0472  36.8984  -0.117  -0.2394  -0.0063
Si  5.8008  10.0472  36.8984  0.3895  0.0402  0.0673
Si  9.6679  10.0472  36.8984  0.1723  0.1574  -0.1524
Si  0  0  39.2665  -0.0877  -0.1112  0.0228
Si  3.8672  0  39.2665  -0.0102  0.0203  0.0154
Si  7.7343  0  39.2665  -0.0889  -0.0804  0.0017
Si  1.9336  3.3491  39.2665  0.0611  0.1007  0.027
Si  5.8008  3.3491  39.2665  -0.0612  0.0102  0.0043
Si  9.6679  3.3491  39.2665  0.0315  0.0256  0.0017
Si  0  6.6981  39.2665  0.0838  0.0642  -0.0011
Si  3.8672  6.6981  39.2665  -0.038  0.0189  0.0199
Si  7.7343  6.6981  39.2665  -0.0805  0.0013  0.0219
Si  1.9336  10.0472  39.2665  -0.0779  -0.0906  -0.0182
Si  5.8008  10.0472  39.2665  0.1358  -0.023  0.0233
Si  9.6679  10.0472  39.2665  0.0652  0.0511  0.0135
Si  0  2.2327  40.0559  -0.0083  0.0174  -0.0557
Si  3.8672  2.2327  40.0559  0.0157  -0.0198  0.0218
Si  7.7343  2.2327  40.0559  0.0098  -0.0511  -0.0205
Si  1.9336  5.5818  40.0559  -0.0502  -0.0086  0.0299
Si  5.8008  5.5818  40.0559  0.0098  -0.0296  0.0131
Si  9.6679  5.5818  40.0559  0.0308  -0.0228  -0.0326
Si  0  8.9308  40.0559  0.0179  0.0261  0.0394
Si  3.8672  8.9308  40.0559  -0.0152  0.0069  -0.0288
Si  7.7343  8.9308  40.0559  -0.0352  0.0179  0.0019
Si  1.9336  12.2799  40.0559  0.0137  0.0053  -0.0461
Si  5.8008  12.2799  40.0559  0.0177  0.0497  0.0132
Si  9.6679  12.2799  40.0559  0.0143  -0.0038  0.0207
Si  -0.6924  2.0081  30.9725  0.0663  -0.1043  -0.2798
Si  1.2969  2.9279  30.0747  -0.0943  -0.2283  0.1321
Si  11.0175  -2.9639  27.1971  0.1039  0.1127  0.1136
Si  -1.6461  3.5465  27.6514  0.0555  0.0106  -0.1634
Si  3.2803  1.9006  30.813  0.0752  0.2241  -0.1367
Si  9.6611  -0.7758  25.2701  0.0901  0.0345  0.0063
Si  0.9214  2.0125  27.9969  0.0153  -0.3011  -0.2428
Si  7.4798  3.1208  25.6672  -0.0065  -0.0347  -0.0563
Si  6.9635  11.6101  24.651  -0.0732  0.0566  0.0328
Si  -3.1673  7.8891  25.7004  0.0255  0.0307  0.0662
Si  9.2255  16.6847  29.8973  -0.0082  -0.0479  -0.06
Si  15.0057  12.6767  25.5711  -0.0186  -0.0253  0.0162
Si  0.7769  2.2566  21.9347  -0.009  -0.0691  -0.0306
Si  5.3654  -1.1925  30.8114  -0.0065  0.1185  0.0148
Si  4.9559  4.7392  26.0873  -0.0404  -0.0775  0.0344
Si  4.9072  4.9753  29.2276  0.0084  -0.0018  0.0742
Si  6.7616  6.0355  30.6292  -0.0297  0.0487  -0.0881
Si  10.2986  -0.364  30.6509  0.1019  -0.0777  -0.0224
Si  1.913  5.1738  30.4983  0.1157  0.3184  0.0536
Si  0.5666  12.4973  29.1277  -0.0124  -0.0701  0.0575
Si  3.0785  13.0013  30.9356  -0.0891  -0.4048  0.0544
Si  3.3604  5.6872  18.7136  0.1492  -0.0395  0.0357
Si  8.8386  8.3144  22.7094  -0.0274  -0.022  -0.0455
Si  15.1996  16.7412  20.6564  0.0093  0.0171  0.0026
Si  -0.2044  2.2367  33.2087  0.2163  0.127  0.0056
Si  3.7544  2.2467  33.0662  -0.0167  0.0208  0.0325
Si  7.5276  2.2338  32.8627  0.0348  0.0045  0.0726
Si  1.9983  5.5331  32.8589  -0.0118  0.0085  0.0206
Si  5.923  5.6868  32.891  0.079  0.0388  0.0026
Si  9.1484  5.4809  30.7657  -0.0408  0.0177  0.0105
Si  -0.0933  8.7037  32.8382  0.021  0.0283  0.0586
Si  3.8738  9.0939  32.6709  0.0408  -0.047  0.0271
Si  7.7273  8.9142  32.8987  -0.0413  0.014  0.0459
Si  4.9576  15.9895  29.3092  -0.0012  0.0124  0.0049
Si  5.8517  12.2693  33.0916  -0.083  -0.0146  -0.0912
Si  9.854  12.3444  32.9219  0.0308  0.0363  -0.0826
Si  1.8189  1.1559  33.8622  -0.0186  -0.111  0.0559
Si  5.6959  1.1064  33.7875  0.0363  -0.0087  0.0485
Si  9.49  1.1112  33.8381  -0.1309  -0.0892  -0.0019
Si  0.0226  4.5054  33.7557  0.0755  -0.0365  0.0836
Si  3.9595  4.5104  33.6662  -0.0406  -0.0037  0.0409
Si  7.6927  4.4242  33.8161  -0.1215  -0.0783  0.0081
Si  1.9899  7.8193  33.5607  -0.0652  0.0337  -0.0368
Si  5.7411  7.915  33.6989  -0.0414  -0.002  -0.0057
Si  9.5821  7.7595  33.8164  0.0836  -0.0075  -0.034
Si  0.1316  11.0724  33.5746  -0.0185  -0.0326  0.0057
Si  3.9483  11.1346  33.8764  -0.0111  0.024  0.0154
Si  7.8663  11.177  33.6312  0.0528  -0.0258  0.0291
Si  1.9153  1.1245  36.18  0.0278  0.0098  -0.0115
Si  5.7981  1.1225  36.135  -0.0028  0.0041  -0.0032
Si  9.6215  1.114  36.1685  0.1033  0.0423  -0.0019
Si  0.0029  4.4774  36.119  0.003  -0.0085  -0.0206
Si  3.8916  4.482  36.0693  -0.0313  -0.0287  -0.0156
Si  7.7239  4.4463  36.1542  0.0283  0.0177  -0.0002
Si  1.9454  7.8213  36.0206  0.0188  -0.0182  -0.0227
Si  5.7831  7.832  36.0862  0.003  -0.024  -0.017
Si  9.6599  7.8126  36.1558  -0.0263  -0.0022  -0.0216
Si  0.0276  11.1338  36.0244  -0.0552  0.0461  -0.0408
Si  3.8733  11.1441  36.1914  -0.0214  0.029  -0.0373
Si  7.7612  11.1666  36.05  -0.034  -0.0174  -0.0286
Si  0.0219  -0.0119  5.2123  -0.0114  0.0013  0.0116
Si  3.8915  0.0099  5.087  -0.0476  -0.032  -0.0132
Si  7.7468  0.0008  5.1533  0.0212  0.0143  0.0093
Si  1.9356  3.3334  5.2004  -0.0114  -0.0128  0.0244
Si  5.7965  3.5133  5.1503  -0.0079  -0.1671  0.1199
Si  9.6323  3.3088  5.2281  0.0353  0.0261  0.0465
Si  0.0021  6.6922  5.0789  -0.0021  -0.0085  -0.0051
Si  3.8329  6.7002  5.0941  0.0346  -0.0337  0.0617
Si  7.7603  6.684  4.9292  -0.0357  0.0428  -0.0181
Si  1.9336  10.0277  5.2052  0.0045  0.016  0.0096
Si  5.8004  10.0462  5.0757  0.0124  -0.0128  0.0354
Si  9.6695  10.0282  5.1493  -0.0008  0.0282  0.0163
Si  0.1413  -0.132  7.6516  -0.1398  0.0471  -0.0182
Si  4.0732  -0.0594  7.4088  -0.0815  0.0117  -0.0519
Si  7.8219  -0.0968  7.5347  -0.0205  0.0745  0.03
Si  1.8875  3.2247  7.6312  0.0442  0.0328  -0.006
Si  5.7763  4.9681  7.1474  0.006  0.0859  0.1382
Si  9.5607  3.1338  7.6855  0.0332  0.0573  -0.0637
Si  0.0115  6.5824  7.4047  -0.001  0.0815  0.0394
Si  3.9097  6.4761  7.4404  0.0124  0.0551  -0.0499
Si  7.688  6.3871  7.1818  0.0261  -0.0215  0.1352
Si  2.0171  9.8853  7.6371  -0.0361  -0.0063  0.0706
Si  5.8347  9.8907  7.4035  -0.0529  -0.0092  -0.0837
Si  9.6562  9.8552  7.528  0.0828  0.0484  0.0683
Si  3.3807  -0.9085  10.4208  0.272  0.051  -0.0795
Si  3.8019  2.0613  8.4966  -0.0442  0.0505  0.0925
Si  4.9762  -0.7855  15.3503  0.0661  0.0843  -0.083
Si  1.9088  5.4944  8.3302  -0.0257  -0.0658  -0.0363
Si  5.7012  3.436  8.8254  0.0346  -0.1524  -0.2712
Si  9.6345  5.4652  8.1394  -0.034  -0.1215  -0.1106
Si  -0.006  8.766  8.3819  0.005  -0.0273  -0.1379
Si  4.0163  8.7338  8.3457  -0.0047  -0.0016  -0.0388
Si  5.7725  12.3351  10.6355  0.1126  -0.3596  -0.1711
Si  2.2183  12.1919  8.3068  0.1525  -0.0329  0.0614
Si  5.9407  12.0954  8.2381  0.0967  -0.0105  0.2556
Si  9.755  12.1137  8.368  0.0042  -0.0542  -0.1497
Si  -3.9679  1.9913  8.7224  -0.0139  -0.0704  0.0043
Si  -0.3092  2.3123  10.9136  0.0558  -0.088  0.1771
Si  13.2722  1.5032  12.0017  -0.0339  0.3554  -0.3169
Si  3.5584  9.876  27.3389  -0.0442  0.1088  -0.0346
Si  4.9495  10.2656  14.3913  -0.1137  -0.441  0.5028
Si  11.2383  4.6141  11.4632  -0.0417  -0.0196  -0.0273
Si  4.8133  13.8493  20.8151  -0.0045  0.0493  0.0427
Si  7.9101  9.6118  11.7822  0.256  0.0596  0.173
Si  12.7424  11.8172  12.1439  -0.0786  -0.1124  0.0132
Si  -1.9745  18.8848  22.0036  -0.0394  -0.0546  -0.0394
Si  7.5397  14.5133  15.7926  -0.0148  0.0794  0.079
Si  5.6645  10.3544  12.0965  0.2872  -0.1524  -0.3148
Si  -1.9696  5.957  10.4028  0.0543  0.0279  0.0266
Si  3.6507  1.4111  10.7683  -0.474  0.3347  -0.0093
Si  7.6792  -4.8199  8.0324  0.0095  0.1125  -0.0256
Si  3.3617  7.6361  14.5597  0.1402  -0.0635  -0.0661
Si  7.3202  1.0487  10.982  -0.1696  -0.0122  -0.0526
Si  11.34  7.7143  10.5119  0.0685  -0.1896  0.0083
Si  -3.9787  5.0322  19.743  -0.0503  0.0678  -0.0665
Si  6.2106  7.2464  18.2267  0.0633  -0.0256  -0.0729
Si  15.3248  6.5383  11.4979  -0.0041  0.0313  0.0319
Si  -4.5015  8.0799  10.2162  -0.2009  0.1344  0.3329
Si  4.7146  12.2429  18.311  0.0185  -0.0321  0.0617
Si  7.2584  5.7626  13.6924  -0.1612  0.0026  0.2785
O  -19.6525  -6.5399  13.1252  -0.0728  0.0582  0.0889
O  -3.0901  -14.9579  20.0761  0.0228  -0.0033  -0.0132
O  27.0556  -3.2832  28.9282  0.0395  -0.0574  0.0379
O  8.7565  8.7432  12.9366  -0.1308  0.0564  -0.1849
O  8.8186  -0.6622  29.9038  -0.0711  0.0879  -0.0114
O  -8.0472  -17.5068  14.419  0.0216  0.1343  -0.1545
O  20.373  -6.6887  22.6065  0.0103  0.0439  0.0231
O  6.8415  20.9471  25.8672  0.0265  -0.0047  -0.0043
O  1.2443  -17.362  22.07  -0.0052  -0.0136  -0.0113
O  17.9492  -1.2419  18.4619  0.0011  0.0022  -0.0364
O  0.6135  -12.9959  28.143  0.0092  0.1556  0.0292
O  -5.5501  -7.2188  22.5223  -0.0335  0.0775  0.0573
O  27.241  -2.598  18.6375  -0.0168  0.0309  -0.0024
O  -5.1946  13.4111  20.7808  0.0025  -0.0188  -0.0137
O  19.3028  -9.8033  18.9576  0.0296  -0.0453  -0.0295
O  2.1869  21.2038  24.9296  0.0247  -0.027  -0.0197
O  4.0651  27.3128  26.4521  0.0813  -0.0504  -0.0233
O  16.3235  9.0122  26.5814  0.0172  -0.0149  -0.0187
O  25.3001  16.2766  21.1404  0.0134  0.0116  0.0021
O  -5.133  12.8193  25.6276  0.0399  -0.0085  0.0034
O  42.5722  -17.8734  21.641  0.0167  0.0051  0.0266
O  6.8222  -23.3079  22.1795  0.0402  -0.0129  0.024
O  15.724  -0.1371  19.4491  -0.0027  -0.0207  -0.0413
O  25.5013  -25.5336  15.8449  -0.0285  -0.0052  0.0284
Si  -12.8957  8.3495  13.28  0.09  -0.0357  0.0676
Si  4.7911  8.58  10.6081  -0.0215  -0.212  0.0298
Si  13.6039  -2.531  22.2186  -0.0003  0.0645  0.0749
Si  7.27  -0.0631  29.7307  0.143  -0.1587  0.106
Si  7.1744  2.1774  30.4236  -0.0481  -0.0375  -0.0486
Si  14.5027  -6.9106  24.2573  0.0143  -0.0227  -0.0008
Si  9.9656  11.9874  10.7339  0.1254  0.1011  0.087
Si  -5.5526  -8.5805  21.5813  0.0533  -0.0364  -0.0404
Si  5.7362  16.4824  14.1569  0.0069  0.1813  0.2365
Si  13.0853  6.0116  10.6227  0.1321  0.0831  0.0379
Si  -6.5402  -19.3043  22.6879  0.0501  0.0186  -0.0273
Si  9.5834  9.0171  28.369  -0.1008  -0.0545  0.0778
Si  8.2544  -23.8618  22.745  -0.0204  0.0035  -0.0215
Si  4.6704  -3.3933  30.3597  0.0077  -0.0149  -0.0488
Si  0.8088  13.1573  23.8716  0.1143  0.0278  0.072
Si  -4.2669  8.3957  30.5942  -0.0173  0.0923  -0.1669
Si  22.6533  4.0606  16.3258  -0.0315  -0.023  0.0405
Si  13.7273  -1.0473  33.0518  -0.0062  0.1075  -0.0612
Si  1.3976  -18.9816  19.2479  0.0498  0.0016  0.006
Si  3.271  1.611  14.6063  -0.0396  0.019  0.0083
Si  17.6601  21.146  15.8247  -0.0699  0.0288  -0.0308
Si  22.9378  -2.5113  14.5664  0.0323  -0.0775  -0.0253
Si  17.1223  4.6181  10.8609  -0.0635  0.1515  0.1804
Si  -7.7141  2.0346  27.0779  -0.0415  -0.0716  -0.0364
Si  10.1016  0.2571  14.0616  0.0514  -0.0422  0.0489
Si  21.9069  1.5539  20.757  0.0632  0.0426  0.0482
Si  17.1746  -10.9363  11.8881  0.0041  -0.122  -0.1336
Si  17.4704  -4.5851  25.4622  -0.0316  0.038  0.0221
Si  -1.4769  -1.4794  19.9353  -0.0215  0.0348  0.0657
Si  -4.1783  6.0321  11.3  -0.1851  0.0254  0.0172
Si  15.9718  -1.2436  23.4134  -0.0924  0.0404  0.1069
Si  6.9235  -14.7392  20.0042  -0.0021  -0.0047  0.0243
Si  18.0476  9.1475  20.6909  0.0298  -0.0162  -0.0864
Si  10.2853  5.1765  13.5767  -0.0983  0.1315  0.1159
Si  -10.3267  -5.1396  26.2163  -0.0328  0.053  0.0458
Si  14.1437  10.6844  19.2703  0.0477  -0.0141  0.0019
Si  -2.7613  -10.6515  18.1452  -0.0732  0.0023  0.0344
Si  -4.3007  0.3828  26.6323  -0.0705  -0.0174  0.0051
Si  22.4256  -7.4735  26.2236  0.0291  0.0188  0.016
Si  -0.1785  -4.1437  21.2766  -0.0093  0.0341  0.0025
Si  0.2298  -1.4038  17.4795  0.0052  -0.0287  0.0183
Si  0.6963  -12.0987  16.1002  0.0567  0.0149  -0.0123
Si  11.9423  4.852  23.5428  -0.0096  -0.0542  -0.0219
Si  11.5566  -11.2946  8.5106  -0.0437  0.0089  -0.0879
Si  -12.273  -6.389  30.1412  0.1528  0.194  -0.0411
Si  -10.1542  -6.91  16.6413  0.0404  0.0385  -0.0126
Si  -1.9935  -7.8902  33.0755  0.0086  0.1308  -0.0519
Si  9.5971  0.7219  11.7727  0.0201  0.0919  -0.0481
O  15.098  4.1293  19.2137  -0.0294  0.0202  -0.0045
O  -11.6791  -15.3114  11.0894  0.0068  -0.0708  -0.0338
O  -14.3206  -13.0578  26.1991  -0.0218  -0.0012  -0.0179
O  -10.6787  11.778  23.0231  0.0178  -0.023  -0.032
O  -14.6743  -31.1129  29.6421  0.0332  -0.0225  -0.0454
O  -2.3462  -9.204  22.9058  -0.0178  -0.0018  -0.0073
O  24.2179  -5.7061  17.663  -0.0023  -0.0168  0.0127
O  4.5771  -24.7474  20.6566  -0.0141  -0.0093  -0.0036
O  11.7606  -21.3089  16.6818  0.0077  0.0004  -0.0074
O  -24.2265  31.8582  27.5848  -0.0009  -0.0099  0.0356
O  8.7969  16.9493  26.4991  0.0115  -0.0116  0.0477
O  -14.3101  -2.5243  11.3041  -0.1007  -0.1546  0.0371
O  -4.6054  -0.1723  28.1192  -0.0039  0.0192  -0.0408
O  -10.0989  11.4044  18.2694  -0.026  0.0113  -0.0196
O  2.7365  5.6501  17.2075  -0.0454  0.0065  0.0096
O  23.2523  -18.7088  20.1401  -0.0026  0.0072  -0.0004
O  -6.4392  -18.3848  21.3528  -0.0247  -0.0143  0.0497
O  31.2375  1.5718  17.3033  0.0025  -0.0126  -0.0455
O  -12.9739  24.9228  26.3067  -0.0691  0.0132  -0.0355
O  13.9483  11.4079  20.7186  -0.012  -0.0142  -0.0184
O  6.471  -13.5193  15.6401  -0.0495  -0.0227  -0.0225
O  -2.8836  -4.5937  27.0041  0.0306  0.0121  0.0221
O  26.5544  -15.4785  26.538  0.0506  -0.1076  0.0124
O  1.9172  7.1666  15.2094  -0.0491  -0.0168  0.0424
O  -16.2602  15.8345  15.0531  -0.0551  -0.0533  -0.0546
O  35.818  -2.3791  13.5525  -0.0025  0.0299  -0.006
O  23.5956  2.7851  16.6718  -0.0204  0.0255  -0.0076
O  23.7074  -15.6124  28.1587  -0.1131  -0.0131  0.047
O  10.4625  -14.9713  18.3449  0.0103  -0.0061  -0.0217
O  11.1788  4.9579  24.9684  -0.0074  0.0226  0.0021
O  -14.1842  -11.5719  21.8002  -0.0088  0.0004  0.0035
O  25.4739  6.4826  19.6722  -0.044  0.0292  -0.0122
O  -11.2425  -10.0952  23.1054  0.0017  0.0512  0.029
O  0.7523  -20.5891  29.9273  0.0125  -0.0121  -0.0641
O  12.6854  13.415  12.4312  -0.0297  0.0118  0.0367
O  -35.1499  8.5579  11.9488  -0.0543  0.0455  0.0659
O  -1.3671  12.003  14.0999  -0.0351  -0.0008  0.0059
O  -7.4139  -13.4859  22.2365  0.0112  0.0115  -0.0435
O  -24.3324  -33.3781  13.819  0.0428  -0.0694  0.0075
O  10.5868  -0.0672  20.6242  -0.0243  -0.048  -0.0252
O  3.4171  -2.5503  23.0395  -0.0107  -0.0314  -0.0432
O  -11.9786  -5.1665  31.2439  -0.0226  -0.0108  -0.0759
O  -11.4469  9.4572  26.0684  0.0748  -0.122  -0.0927
O  45.6957  10.6629  20.6367  0.0165  -0.0284  -0.0009
O  -7.159  4.4229  21.5677  -0.0157  -0.0098  -0.0305
O  4.5602  -6.27  15.5483  -0.0282  0.0478  -0.0306
O  -4.8412  15.3205  26.543  0.0392  0.0054  -0.0227
O  11.1843  29.3378  27.2072  -0.1251  0.1208  0.1029
O  -2.9325  4.9251  13.8051  0.0559  -0.0435  -0.028
O  3.534  6.9997  22.8545  -0.0262  0.0062  0.0173
O  -13.5505  -9.6184  17.1418  0.0528  0.0178  -0.0227
O  -12.8719  8.8011  22.3607  0.0047  0.0011  -0.0157
O  -32.4935  15.539  13.3866  0.0597  -0.0125  0.2011
O  22.3886  -4.0366  14.4627  -0.0011  0.0468  0.026
O  -2.4732  5.2621  20.4536  0.0428  0.0111  0.0432
O  20.1411  11.8969  24.2874  -0.0185  -0.0156  -0.02
O  21.0355  33.4237  25.7618  -0.009  -0.004  -0.0137
O  6.4744  -22.3807  25.5129  0.0265  0.0103  0.0092
O  7.9136  -10.9854  24.2517  -0.0031  0.0234  0.0716
O  -17.8243  -4.9417  23.9601  -0.005  -0.0182  -0.009
O  -17.2585  22.4406  30.0035  0.0638  -0.0554  0.0114
O  -1.7246  15.4967  19.2545  0.0032  -0.0012  -0.02
O  38.9393  -13.179  14.3132  0.0412  -0.0326  0.0486
O  27.2872  -7.5917  25.1972  -0.0075  0.017  -0.0188
O  1.8529  5.3441  23.8143  0.0076  0.0321  0.0118
O  3.421  18.8931  29.8163  -0.1317  0.0644  0.0036
O  4.7954  -20.2917  18.6856  -0.1005  -0.0589  0.0122
O  -32.7738  -1.0645  29.8346  0.0419  0.0733  0.0653
O  10.8996  17.5586  14.7043  -0.0145  0.0475  -0.0633
O  20.4666  0.6273  15.0289  0.0218  -0.0037  -0.0395
O  29.2515  4.7037  14.1012  0.0317  -0.028  -0.1739
O  23.6716  6.8985  26.5878  -0.0122  -0.039  -0.036
O  -12.6185  7.7587  28.7198  -0.0271  -0.0835  0.2018
O  2.6241  38.2809  11.546  0.0216  -0.0143  -0.0269
O  4.2501  -0.7204  16.8218  0.0228  -0.0075  -0.0796
O  29.1499  11.6774  23.3811  0.0773  -0.0159  -0.0099
O  0.3825  0.1956  17.2458  -0.0007  0.004  -0.0135
O  -0.732  -13.4872  24.4162  -0.0627  -0.0245  -0.0088
O  -9.3261  -4.5372  27.3491  0.0158  -0.024  -0.0167
O  0.1631  11.1545  16.0967  -0.034  0.0125  -0.0147
O  -7.3416  3.2593  26.0519  0.0597  0.1078  0.009
O  18.736  -6.4406  14.8438  0.0686  -0.0572  -0.1089
O  6.0106  -4.0447  15.3416  0.0801  0.1389  -0.0572
O  -0.3742  5.6981  22.3026  0.0264  0.0169  0.0267
O  11.4297  14.3559  14.7503  -0.0413  0.0124  -0.0114
O  4.3118  2.8262  14.9618  0.0672  -0.0558  -0.0922
O  -4.8894  -16.578  25.4347  -0.0005  -0.0361  0.0015
O  25.5678  9.0925  19.4196  -0.0522  -0.0189  -0.0136
O  29.7589  8.5666  19.1574  0.0101  0.0865  0.1092
O  -28.6002  10.7494  20.6664  0.0001  -0.0026  -0.0133
O  1.2036  0.9359  22.8118  -0.04  -0.0096  0.0028
O  2.257  2.2175  27.0935  -0.2504  0.1274  0.2451
O  7.4146  -7.2185  18.5792  -0.0432  -0.0285  0.059
O  16.6343  5.3504  27.617  0.0063  0.0367  -0.1428
O  8.6129  -4.7072  24.2763  -0.0095  -0.0074  0.0196
O  1.8545  -0.2927  25.1405  -0.0397  -0.0115  -0.1055

Results
free energy: -220803.165 eV
free energy less fixed offsets of O -568.88, Si -635.61 eV per atom: 8.835 eV

The program warned: the cutoff lies below the one the program advises for these potential files; the exchange-correlation potential is rough where the density is thin.
